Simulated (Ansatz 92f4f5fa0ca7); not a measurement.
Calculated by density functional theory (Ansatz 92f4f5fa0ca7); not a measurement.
Periodic cell of 198 atoms, Si117O81, from a study of silicon, its oxide and their interface. The atomic structure is a simulated model.

Settings
functional: r2SCAN
potential files: Ansatz norm-conserving
basis: plane waves
wave-function cutoff: 1300 eV
density cutoff ratio: 4
exchange-correlation grid ratio: 1
k mesh: 2 x 2 x 1, shifted by 0.5 0.5 0.5 of a step
self-consistency stop: 5e-08 eV per atom in the density residual
occupations: Fermi-Dirac, 0.05 eV
spin: none
net charge: 0

Cell vectors (angstrom)
a 11.5403 0 0
b 0 11.5403 0
c -0.2792 4.82 26.3476

Atoms: element, x, y, z (angstrom)
Si 10.3078 0.6738 0.0871
Si 11.07 3.178 0.2936
Si 11.1073 6.3193 -0.228
Si 1.4074 -0.1669 -2.3494
Si 1.5555 1.4494 2.4135
Si 3.67 7.6446 -0.1639
Si 4.7241 -1.1567 -1.2194
Si 7.2418 4.0081 0.3007
Si 7.18 6.3343 0.1272
Si 0.8727 -0.325 0.8434
Si 1.5994 5.3775 2.5948
Si 1.5552 7.1499 0.9394
Si 6.2506 -0.486 1.3955
Si 5.405 3.4444 1.5849
Si 5.4905 9.1479 2.6195
Si 8.6584 -0.3332 1.4995
Si 9.1273 3.3774 1.5149
Si 9.2078 7.0895 1.1037
Si 1.6208 3.4476 1.2464
Si 3.6975 3.2296 0.044
Si 1.3803 9.1834 2.2152
Si 5.4386 1.4082 2.6466
Si 5.288 5.342 2.888
Si 5.3925 7.1588 1.4024
Si 9.1145 1.4971 2.8667
Si 9.2285 5.3629 2.7506
Si 9.1811 9.0809 2.4959
Si 11.2254 1.5111 3.8962
Si 11.2128 5.3366 4.0263
Si 11.1464 9.1193 3.7906
Si 3.4157 1.4341 3.8916
Si 3.3651 5.3191 4.169
Si 3.3696 9.1634 3.7343
Si 7.2051 1.536 4.1507
Si 7.3001 5.3119 4.1446
Si 7.3375 9.0079 4.0115
Si 11.1284 -0.4743 5.1387
Si 11.2301 3.3854 5.4
Si 11.1873 7.2931 5.3408
Si 3.3445 -0.5092 5.1512
Si 3.4176 3.3381 5.468
Si 3.4563 7.3225 5.3602
Si 7.2533 -0.5173 5.1969
Si 7.303 3.4066 5.5331
Si 7.2823 7.193 5.5198
Si 1.4553 11.0764 6.5446
Si 1.5275 3.4408 6.9056
Si 1.5633 7.3417 6.7379
Si 5.2823 11.0588 6.4499
Si 5.3731 3.3691 6.8797
Si 5.3363 7.1222 6.8897
Si 9.1946 11.1013 6.4521
Si 9.3083 3.3634 6.8059
Si 9.2708 7.2341 6.7598
Si 1.4082 1.3399 8.0671
Si 1.5926 5.5289 8.235
Si 1.4881 9.2726 8.0466
Si 5.2452 1.2892 8.0082
Si 5.6424 5.1433 8.428
Si 5.2904 9.2379 7.8718
Si 9.1457 1.3153 8.0259
Si 9.4352 5.3221 8.1491
Si 9.1724 9.2834 7.902
Si 11.0017 0.7525 9.3375
Si 11.254 5.7391 9.5959
Si 11.0375 9.7884 9.1736
Si 3.288 0.6381 9.2537
Si 3.045 5.2807 10.1457
Si 3.4767 9.8085 9.237
Si 8.5024 3.3467 11.2236
Si 7.7562 5.1835 9.7182
Si 7.1911 9.8675 9.0515
Si 11.4397 8.7762 12.71
Si 10.595 2.0138 11.2964
Si 10.6481 7.9577 10.5786
Si 4.3466 8.9602 11.2902
Si 3.9925 1.2119 12.117
Si 3.4109 6.8903 11.9107
Si 8.3279 7.1626 11.0157
Si 7.1595 0.7021 9.2248
Si 6.8171 8.9369 11.1327
Si 4.0145 10.5478 12.9837
Si 6.1132 10.2564 15.4104
Si 8.0467 5.2906 13.3691
Si 10.2023 11.8169 13.0526
Si 7.9968 11.072 13.2786
Si 3.7047 2.8382 14.6149
Si 13.2715 7.0084 15.9792
Si 11.9844 4.1074 11.2565
Si 12.232 6.1981 13.431
Si 2.2523 2.0002 17.0055
Si 1.3991 9.5387 14.3158
Si 6.8861 13.2117 11.4357
Si 8.56 9.1567 22.0944
Si 5.1352 11.2128 23.9668
Si 4.9627 8.3135 24.5564
Si 7.3442 2.9941 18.0631
Si 6.3461 7.9784 17.5134
Si 12.5469 6.8597 18.7183
Si 3.6465 6.4933 18.1592
Si 10.0191 7.7493 20.2437
Si 11.4276 11.7683 15.8292
Si 7.2532 5.5736 16.1569
Si 13.7565 4.2243 19.1552
Si 5.1015 1.2937 16.7395
Si 6.7416 15.3814 21.0519
Si 5.1835 5.4396 13.994
Si 9.7664 11.4333 23.3158
Si 8.106 9.7298 19.2878
Si 10.9104 12.7372 20.9131
Si 9.0435 2.5756 22.7174
Si 3.6402 5.768 24.6121
Si 8.0242 6.3601 21.86
Si 9.4463 0.6963 18.172
Si 9.8473 5.0617 24.1388
Si 4.7761 13.6584 22.4639
Si 1.8555 14.2277 21.7633
O 11.3168 5.4642 23.5629
O 8.7301 5.7836 23.2078
O 4.5014 4.7534 9.6102
O 3.0054 1.1146 10.8263
O 3.2253 2.0043 13.3207
O 7.6119 9.8324 12.2874
O 10.6681 10.2645 12.6771
O 13.6224 4.112 10.8853
O 13.4153 6.871 12.5085
O 11.0465 7.328 13.4931
O 2.5327 2.9617 15.7255
O 4.4628 6.6346 13.1838
O 6.4651 4.9211 13.1456
O 10.914 12.417 14.4224
O 8.3621 6.6904 12.6216
O 10.7761 11.6688 24.555
O 1.4469 -1.5329 -3.2411
O 6.4475 11.4936 24.9004
O 5.3474 14.5612 21.2194
O 3.7418 -2.2706 -0.4763
O 9.0806 6.4431 20.5882
O 6.4932 8.152 25.1858
O 2.2105 3.8831 20.7276
O 12.5269 5.2345 18.8206
O 7.918 10.0416 20.879
O 3.2027 13.4619 22.1756
O 4.626 6.8677 23.8407
O 3.2912 6.3945 26.0929
O 10.0542 2.482 21.4415
O 8.3502 5.4825 14.9592
O 8.7001 2.1151 17.9033
O 5.7305 11.3764 16.5127
O 7.5836 10.6267 14.8075
O 6.042 8.8203 16.1616
O 7.0996 12.3525 12.8066
O 7.4736 6.8488 17.1481
O 2.5037 10.5425 13.6638
O 0.9974 1.082 16.6331
O 5.0838 7.1874 18.1648
O 5.0012 2.1267 15.3335
O 11.5187 7.4259 19.8005
O 5.0754 10.2275 14.1754
O 3.5902 1.124 17.3243
O 2.545 7.3507 19.0284
O 4.9493 9.6342 23.5795
O 12.6931 5.8924 14.9559
O 13.4738 2.878 18.3161
O 10.1764 11.6832 16.8489
O 10.5257 12.3848 19.3836
O 5.2934 2.0735 11.5994
O 3.638 4.9649 18.7675
O 11.8165 4.7788 12.7596
O 5.094 14.4751 23.8255
O 8.3148 11.1409 18.5487
O 7.5668 7.8742 22.2764
O 7.3603 4.2075 17.005
O 6.0278 2.0838 17.8072
O 8.8371 4.0248 12.7371
O 2.1293 8.3464 15.1696
O 6.8085 8.9962 18.6776
O 0.9307 13.127 21.0137
O 4.0607 4.3118 14.1198
O 7.2799 3.6134 19.5522
O 5.7704 5.7925 15.483
O 7.6907 14.7572 22.184
O 9.3604 8.7 19.0915
O 1.4319 -0.4901 -0.746
O 9.652 3.448 23.9391
O 12.0393 10.3171 15.4527
O 3.0959 6.4097 16.6291
O 8.7042 12.654 23.2973
O 10.0328 8.5941 21.6366
O 5.9067 -0.6967 -0.2065
O 5.3319 12.1315 22.6221
O 6.7585 16.9873 21.3794
O 4.0558 6.8306 -1.5585
O 10.6066 11.4815 21.9102
O 8.8697 10.0695 23.3929
O 12.1929 7.2972 17.1837
O 10.9948 4.6823 -0.4847
O 2.3405 5.6504 23.6364

Results
free energy: -51371.731 eV
free energy less fixed offsets of O -463.61, Si -117.95 eV per atom: -19.171 eV
pressure: -1.21 GPa
stress xx, yy, zz, yz, xz, xy (GPa, positive in tension): 0.71, 1.68, 1.26, 0, 0, 0.96

Forces (eV/angstrom), in the order of the atoms: element, x, y, z
Si 0.0656 -0.0883 -0.4418
Si -0.6164 0.6359 0.0099
Si -0.0698 -0.0779 -0.4018
Si -0.9795 0.0018 -0.364
Si 0.135 -0.2095 0.0877
Si 0.1919 -0.4682 -0.0826
Si 0.1692 -0.5465 -0.041
Si -0.1921 -0.6784 -0.4005
Si -0.0074 0.7197 -0.4084
Si 0.1201 0.0377 -0.5634
Si -0.077 0.0819 0.001
Si -0.1041 -0.1589 -0.117
Si -0.0093 0.0064 -0.1155
Si -0.0586 0.2272 0.4357
Si -0.0488 -0.0679 -0.0336
Si 0.2421 -0.0603 0.0358
Si 0.1558 0.1133 0.2225
Si 0.0825 -0.1264 -0.0697
Si 0.4466 0.0229 0.0169
Si -0.1885 -0.0246 -0.027
Si -0.0112 -0.0896 0.039
Si -0.0129 0.0366 0.0451
Si 0.0289 0.0252 0.2474
Si -0.0673 0.0201 0.0007
Si -0.1231 0.0866 0.1674
Si -0.3187 -0.0192 0.182
Si -0.0074 -0.0464 -0.2009
Si -0.0156 0.0358 0.2053
Si -0.0468 0.0439 -0.0965
Si -0.0066 0.0252 0.1056
Si 0.0196 0.0163 0.0555
Si -0.0034 -0.0622 -0.0712
Si 0.1219 0.0558 -0.1364
Si 0.2019 -0.0384 0.0114
Si -0.0066 0.1297 -0.0969
Si -0.0601 0.0762 0.0093
Si 0.0922 -0.0435 -0.0804
Si -0.0613 -0.0413 -0.1102
Si -0.0321 -0.0068 -0.0404
Si -0.0169 0.1573 0.0421
Si 0.0989 0.0921 -0.0955
Si -0.0678 -0.146 0.0235
Si 0.0826 0.1598 0.2518
Si -0.0788 0.0139 0.1154
Si 0.0076 -0.0911 0.0439
Si 0.1521 -0.0002 -0.1267
Si 0.0082 -0.0911 0.2678
Si -0.0975 -0.0023 0.0557
Si -0.0403 -0.1656 -0.2122
Si 0.0801 -0.1813 -0.1055
Si 0.1155 0.0949 0.0544
Si -0.3018 -0.0187 -0.0359
Si 0.0521 -0.0512 0.0412
Si 0.0486 0.0018 -0.0174
Si -0.2158 -0.0307 -0.185
Si 0.2337 -0.0552 -0.2537
Si 0.0483 0.1916 0.0241
Si -0.1402 0.0591 0.1274
Si -0.5096 -0.2702 0.5132
Si -0.0442 0.1388 -0.0216
Si -0.0074 -0.145 -0.1965
Si 0.1275 -0.0227 -0.1036
Si -0.0059 0.2896 -0.2758
Si 0.1404 -0.231 -0.0487
Si -0.2871 0.1104 0.0394
Si -0.0662 0.101 0.0169
Si 0.0861 0.3174 0.1839
Si -0.1615 -0.4111 -0.0834
Si 0.052 -0.2418 0.1502
Si 0.1804 -0.0932 0.6896
Si -0.0931 0.1098 -0.2388
Si 0.1116 0.0888 0.0462
Si -0.4274 -0.1061 -0.2466
Si 0.1845 0.2939 -0.25
Si 0.1948 -0.2229 0.2124
Si -0.08 0.0474 -0.1119
Si -0.0276 0.0591 0.1118
Si 0.3409 0.008 0.3964
Si -0.0994 -0.3212 0.6811
Si 0.1872 0.0093 0.2787
Si -0.0476 0.4515 -0.0855
Si -0.0294 0.2034 0.2301
Si -0.1385 -0.0784 0.2981
Si 0.0489 0.0709 0.2735
Si 0.09 -0.1036 0.3505
Si -0.4069 0.0215 0.2052
Si 0.0498 0.0168 0.3562
Si 0.092 -0.294 0.3413
Si 0.1477 -0.0394 0.2386
Si -0.2527 -0.4665 0.2355
Si 0.0093 0.1292 0.197
Si 0.3229 0.121 0.4487
Si -0.5376 0.2823 -0.4587
Si 0.029 0.1392 0.004
Si 0.1612 0.3433 -0.188
Si 0.2817 -0.0746 -0.3172
Si -0.0695 0.0547 0.1135
Si 0.0705 -0.2199 0.2672
Si -0.1377 0.0101 0.1202
Si 0.3373 -0.103 0.0521
Si 0.14 -0.0657 -0.0222
Si 0.0174 0.0808 0.3525
Si 0.0886 0.001 0.4399
Si 0.0652 -0.0986 -0.0378
Si 0.0708 0.1511 0.3885
Si -0.0039 0.0346 -0.212
Si 0.0924 -0.0779 0.3729
Si -0.1186 -0.0727 -0.2655
Si -0.1564 0.058 0.005
Si 0.0765 0.0601 -0.118
Si -0.0889 0.2568 0.0243
Si 0.1567 0.473 -0.4943
Si -0.0342 -0.1268 0.0775
Si -0.1418 0.0895 0.1899
Si -0.2697 -0.1724 -0.217
Si -0.1596 -0.0307 -0.6885
Si 0.0416 -0.1684 -0.3824
O 0.3586 -0.2951 0.2422
O 0.0568 -0.0063 -0.0959
O 0.1914 0.2978 -0.2204
O 0.1648 -0.0088 -0.247
O 0.0806 0.0596 -0.0852
O -0.0457 0.0921 0.2153
O 0.285 -0.041 -0.0455
O -0.0685 0.0448 0.0312
O 0.0691 0.0581 0.2913
O 0.2344 -0.1011 0.1421
O 0.2417 -0.2464 -0.1135
O -0.2967 -0.0475 -0.3026
O 0.0618 0.1388 0.0719
O -0.0047 -0.2699 -0.2567
O 0.1578 -0.4472 -0.2116
O -0.1331 -0.1306 0.3261
O 0.2928 0.2764 0.233
O -0.1757 -0.3485 0.0733
O 0.0837 -0.0832 0.4487
O 0.2998 0.2398 -0.1799
O -0.0219 0.259 0.2229
O -0.3847 0.3679 -0.1147
O -0.1004 -0.1279 0.1946
O 0.2708 0.1978 -0.0197
O 0.2281 -0.2335 0.0278
O 0.1255 0.2281 0.2765
O -0.22 -0.1273 0.422
O 0.0525 -0.137 -0.3881
O -0.0299 -0.3046 0.2535
O -0.2864 -0.0091 -0.3292
O -0.0132 -0.2198 0.0145
O -0.0249 -0.0792 -0.3398
O -0.1018 -0.0333 -0.3397
O 0.0627 0.161 -0.0458
O -0.0072 -0.2091 0.0231
O -0.2755 0.0033 -0.2407
O 0.2664 -0.1247 0.0808
O -0.1028 -0.1516 -0.274
O -0.0182 0.0669 -0.2027
O -0.2787 -0.0251 -0.0809
O -0.0843 -0.0412 -0.123
O 0.0741 0.0576 0.1749
O 0.0146 0.1738 -0.3374
O -0.1983 -0.3097 -0.3046
O 0.2193 -0.0357 0.3413
O 0.0766 0.3207 -0.3918
O 0.1483 0.0592 -0.1306
O 0.1431 0.0289 -0.1931
O -0.1637 -0.008 0.038
O -0.0205 -0.204 0.0412
O -0.3448 0.1831 -0.1039
O 0.0723 0.294 -0.1825
O -0.1441 0.0293 0.2813
O 0.2095 -0.0215 0.0211
O 0.2298 0.0541 -0.0524
O -0.07 0.1256 -0.1605
O -0.008 -0.0176 -0.2804
O -0.1407 0.4157 -0.4193
O -0.2174 0.2353 -0.2946
O 0.1758 -0.0612 -0.1587
O -0.1111 0.2159 0.2201
O 0.0504 -0.047 -0.1031
O -0.0422 -0.0853 0.0828
O 0.0911 -0.1029 -0.4076
O 0.0382 -0.0344 -0.032
O -0.102 0.0231 0.3188
O 0.2414 -0.019 0.2656
O -0.0662 0.0581 -0.2264
O 0.1413 0.0117 -0.2836
O -0.3202 0.1832 0.0383
O 0.2757 -0.0705 -0.0584
O -0.4069 -0.0708 -0.2044
O 0.05 -0.0744 0.2551
O -0.115 0.0039 0.5202
O 0.1989 -0.0774 0.0913
O 0.0741 0.1968 0.195
O -0.1962 0.1713 0.1955
O 0.0349 0.0735 -0.0981
O 0.3923 -0.1197 -0.0172
O 0.1104 0.039 -0.0034
O 0.1823 -0.0742 0.1961
